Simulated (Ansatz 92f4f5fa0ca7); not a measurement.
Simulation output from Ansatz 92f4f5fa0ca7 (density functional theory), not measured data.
Periodic cell of 215 atoms, Si131O82As2, from a study of silicon, its oxide and their interface. The atomic structure is a simulated model.
Doubt: the cutoff is far below the 930 eV that the study's wrapper takes by default for these files, so forces and energies are approximate.
This geometry differs little from another in the collection (a relaxation step or a small displacement).

Settings: functional PBE; potential files Ansatz PAW; basis plane waves; wave-function cutoff 580 eV; density cutoff ratio 5; exchange-correlation grid ratio 1; k mesh 1 x 1 x 1, Gamma-centred; self-consistency stop 5e-08 eV per atom in the density residual; occupations fixed; spin none; net charge 0.

Cell vectors (angstrom)
a, 10.938, 0, 0
b, 0, 10.938, 0
c, 0, 0, 31.5432

Atoms: element, x, y, z (angstrom)
Si, 10.4367, 0.5641, 24.3386
Si, 6.0385, 10.4954, 24.1448
Si, 2.1331, 3.2359, 24.0782
Si, 8.7001, 2.2457, 24.2921
Si, 0.4977, 5.0398, 24.1597
Si, 5.055, 5.8844, 24.1925
Si, 3.392, 7.6362, 24.1634
Si, 7.829, 8.8204, 23.9874
Si, 1.3385, 1.4765, 25.4582
Si, 6.9127, 1.3002, 25.4856
Si, 4.0221, 4.098, 25.3267
Si, 9.6584, 4.0889, 25.4087
Si, 1.4871, 6.8086, 25.3602
Si, 6.8921, 6.9455, 25.2427
Si, 4.221, 9.5278, 25.3342
Si, 9.521, 9.6377, 25.437
Si, 2.7773, 0.0008, 26.6433
Si, 8.2136, -0.02, 26.9312
Si, 0.0065, 2.7715, 26.9073
Si, 5.4487, 2.7326, 26.6631
Si, 2.7509, 5.443, 26.829
Si, 8.2237, 5.5187, 26.6262
Si, 0.0363, 8.2059, 26.6495
Si, 5.5412, 8.2002, 26.7866
Si, 4.1098, 1.3647, 28.0731
Si, 9.578, 1.3806, 28.2197
Si, 1.3785, 4.1303, 28.2167
Si, 6.8353, 4.1314, 28.0273
Si, 4.1388, 6.8338, 28.1345
Si, 9.5918, 6.8481, 28.0565
Si, 1.3925, 9.5801, 28.0488
Si, 6.8308, 9.5519, 28.2156
Si, 0.0289, -0.0184, 29.4956
Si, 5.4487, 0.0157, 29.5031
Si, 2.7518, 2.718, 29.4978
Si, 8.172, 2.7711, 29.4873
Si, -0.0209, 5.4983, 29.5063
Si, 5.488, 5.4578, 29.4829
Si, 2.7388, 8.208, 29.4685
Si, 8.2287, 8.1801, 29.5005
Si, 1.3673, 1.3673, 30.8594
Si, 6.8362, 1.3673, 30.8594
Si, 4.1018, 4.1018, 30.8594
Si, 9.5708, 4.1018, 30.8594
Si, 1.3673, 6.8362, 30.8594
Si, 6.8362, 6.8362, 30.8594
Si, 4.1018, 9.5708, 30.8594
Si, 9.5708, 9.5708, 30.8594
Si, 2.7345, 0, 0.6835
Si, 8.2035, 0, 0.6835
Si, 0, 2.7345, 0.6835
Si, 5.469, 2.7345, 0.6835
Si, 2.7345, 5.469, 0.6835
Si, 8.2035, 5.469, 0.6835
Si, 0, 8.2035, 0.6835
Si, 5.469, 8.2035, 0.6835
Si, 4.0945, 1.3722, 2.0447
Si, 9.5246, 1.397, 2.0466
Si, 1.3176, 4.146, 2.0549
Si, 6.8292, 4.1085, 2.0468
Si, 4.0691, 6.8772, 2.044
Si, 9.5811, 6.8267, 2.0574
Si, 1.3423, 9.5803, 2.0468
Si, 6.8191, 9.5835, 2.0656
Si, -0.0618, 0.0067, 3.3733
Si, 5.4401, 0.0152, 3.4621
Si, 2.681, 2.7432, 3.3451
Si, 8.1722, 2.7558, 3.4625
Si, -0.0351, 5.4881, 3.5218
Si, 5.4387, 5.4929, 3.361
Si, 2.6856, 8.2194, 3.4495
Si, 8.2109, 8.2007, 3.3957
Si, 1.2704, 1.4042, 4.6797
Si, 6.7891, 1.4088, 4.8443
Si, 4.0174, 4.1538, 4.6566
Si, 9.5097, 4.1018, 4.9097
Si, 1.3315, 6.8943, 4.9085
Si, 6.8386, 6.8303, 4.7257
Si, 4.0033, 9.6231, 4.8206
Si, 9.5413, 9.5754, 4.7854
Si, 2.5767, 0.0739, 6.1132
Si, 8.2022, 0.0496, 6.1748
Si, -0.0333, 2.6908, 6.1985
Si, 5.3438, 2.8172, 6.0657
Si, 2.7126, 5.4538, 6.1719
Si, 8.1259, 5.5002, 6.2427
Si, -0.0517, 8.2803, 6.2736
Si, 5.3986, 8.1837, 6.0439
Si, 3.4527, 1.9699, 7.1835
Si, 10.0259, 0.8621, 7.4564
Si, 1.7479, 3.6705, 7.391
Si, 6.2139, 4.5543, 7.3889
Si, 4.627, 6.3276, 7.2474
As, 9.2869, 7.0952, 7.6961
Si, 0.8697, 10.149, 7.5374
As, 7.3404, 8.9668, 7.2498
O, 4.6331, 6.6664, 8.8606
O, 1.4439, 3.8676, 9.013
O, 10.3835, 6.0124, 8.8354
O, 1.2989, 10.1212, 9.1626
O, 6.029, 4.2158, 9.0156
O, 3.6659, 1.6933, 8.7859
O, 7.0486, 8.945, 9.0661
O, 9.6549, 1.117, 9.0449
O, 8.2445, 2.511, 22.7292
O, 10.9846, 5.5263, 22.6405
O, 5.6168, 0.0876, 22.6396
O, 5.3042, 5.3845, 22.6314
O, 2.1769, 2.7832, 22.4757
O, 3.3264, 7.8276, 22.5127
O, 8.3876, 8.7266, 22.4111
O, -0.14, 11.2008, 22.7618
Si, 2.2094, 2.8259, 12.8904
Si, 8.6887, 1.3291, 10.3346
Si, 1.086, 4.421, 15.313
Si, 7.6387, 5.571, 12.1274
Si, 2.4202, 8.1451, 21.2046
Si, 5.5011, 7.8243, 12.4115
Si, 9.3235, 0.3919, 15.4849
Si, 2.9502, -0.0994, 16.6642
Si, 10.4937, 1.0528, 12.5695
Si, 7.7648, 2.7985, 21.2147
Si, 9.177, 8.7167, 14.4567
Si, 1.6216, 4.6414, 10.4409
Si, 4.5016, 9.4245, 19.1409
Si, 11.0729, 6.069, 21.1086
Si, 6.6731, 10.3805, 14.8656
Si, 5.3921, 0.7011, 21.1579
Si, 2.3508, 9.7962, 10.3864
Si, 0.443, 10.6149, 21.383
Si, 5.8549, 5.2384, 21.1186
Si, 3.687, 7.0591, 10.1057
Si, 9.067, 5.6305, 14.8354
Si, 3.6581, 4.0694, 19.0744
Si, 10.0485, 3.6252, 19.3074
Si, 4.3186, 8.6263, 15.3387
Si, 0.4916, 1.8681, 17.1621
Si, 6.8239, 7.5013, 19.2412
Si, 5.2959, 3.5808, 16.7513
Si, 7.813, 4.9784, 17.5182
Si, 6.6323, 9.9585, 10.2731
Si, 4.3752, 1.0771, 10.0845
Si, -0.0075, 8.9909, 11.8824
Si, 9.1117, 8.6141, 20.9372
Si, 4.6161, 1.5945, 14.6221
Si, 2.4562, 2.0704, 21.0348
Si, 6.3357, 3.3574, 10.3697
Si, 3.4529, 5.8653, 16.6808
Si, 10.1532, 6.2868, 10.4218
O, 0.1373, 2.5751, 18.59
O, 2.9876, 9.5986, 15.5566
O, 10.8656, 4.7724, 20.142
O, 7.6216, 2.4731, 9.933
O, 11.1611, 5.182, 11.1251
O, 6.7589, 6.827, 12.7046
O, 10.4592, 7.88, 10.7794
O, 7.7102, 9.3923, 14.0021
O, 8.6068, 6.015, 10.8906
O, 5.3639, 10.4314, 20.0807
O, 2.3691, 3.5696, 11.4383
O, 7.9931, 8.5301, 19.7478
O, 6.2436, 6.71, 20.5502
O, 5.5682, 2.6625, 15.4307
O, 1.3105, 0.9143, 20.702
O, 6.0356, 9.1308, 11.5609
O, 4.66, 4.9377, 16.1002
O, 6.6244, 3.8736, 17.6559
O, 10.4686, 10.5554, 11.7757
O, 5.6351, 0.4309, 14.0215
O, 8.028, 5.0441, 15.9193
O, 9.7962, 9.7547, 15.567
O, -0.3832, 5.0638, 15.1229
O, 1.5726, 6.8006, 20.8025
O, 1.5334, 0.581, 17.1751
O, 6.6053, 1.7295, 20.7852
O, 1.065, 1.6467, 12.7739
O, 3.2269, 5.4592, 18.2746
O, 9.5648, 1.9524, 11.5736
O, 1.0687, 3.0554, 16.2067
O, 8.5975, 5.1183, 13.3663
O, 10.3021, 8.4867, 13.2942
O, 1.4613, 9.3781, 21.6585
O, 10.0866, 9.9196, 20.613
O, 3.2078, 0.1931, 10.8559
O, 5.1125, 2.3463, 10.8378
O, 1.7188, 4.0114, 13.8814
O, 7.8968, 10.8873, 10.7498
O, 9.1725, 4.4359, 18.2049
O, 5.6951, 9.4357, 15.7974
O, 5.5144, 0.0127, 9.6334
O, 3.6353, 2.1914, 13.442
O, 2.0227, 5.5877, 15.9558
O, 9.76, 0.9758, 14.021
O, 4.4655, 6.952, 11.5157
O, 4.7349, 4.5093, 20.2055
O, 9.9995, 1.2926, 16.6327
O, 6.6631, 4.3547, 11.624
O, 5.6036, 8.3569, 18.571
O, 9.0748, 2.7102, 20.2494
O, 3.6792, 1.0871, 15.8461
O, 4.2457, 3.0499, 17.9132
O, 9.9227, 7.1982, 20.8871
O, 3.3052, 8.6159, 9.8041
O, 3.9619, 7.3724, 16.3257
O, 7.6933, 0.4149, 15.7093
O, 8.9722, 7.2416, 15.0693
O, 3.9403, 1.4194, 21.1141
O, 1.6201, 9.149, 11.7139
O, 2.4585, 6.0143, 10.1763
O, 7.3883, 6.4269, 18.1464
O, 7.2041, 4.3254, 21.1079
O, 4.6593, 8.2195, 13.7748
O, 3.3568, 8.5943, 19.9596
O, 2.4952, 3.2265, 19.864
O, 3.7477, 10.2922, 17.9828

Results
free energy: -139623.904 eV
free energy less fixed offsets of As -4856.12, O -568.88, Si -635.61 eV per atom: 1.406 eV

Forces (eV/angstrom), in the order of the atoms: element, x, y, z
Si, 0.0026, -0.0067, -0.0042
Si, -0.0017, -0.006, -0.0013
Si, 0.0021, 0.0002, -0.0067
Si, 0.0048, -0.0017, -0.0017
Si, 0.0003, -0.006, -0.0004
Si, -0.0012, -0.0015, 0.0002
Si, 0.0008, -0.001, -0.0006
Si, -0.0022, 0.0011, -0.0019
Si, 0.0014, -0.0049, -0.0076
Si, -0.0057, 0.0027, -0.0111
Si, 0.0044, -0.0014, -0.0036
Si, -0.0047, 0.0033, -0.0092
Si, -0.003, 0.0011, -0.006
Si, 0.0015, -0.005, -0.0026
Si, -0.0012, 0.0019, -0.0039
Si, 0.0082, -0.0014, -0.0101
Si, 0.0012, -0.0044, 0.016
Si, 0.002, -0.0013, -0.0187
Si, 0.0009, 0, -0.0202
Si, 0.001, -0.0004, 0.014
Si, 0.0022, 0.0004, -0.0115
Si, -0.0025, -0.0018, 0.0174
Si, -0.0009, -0.0044, 0.015
Si, -0.0006, -0.0031, -0.0085
Si, -0.0011, -0.0034, -0.0103
Si, 0.0046, -0.0002, 0.0409
Si, 0.0022, 0.0064, 0.0409
Si, -0.0042, 0.009, -0.0203
Si, 0.0137, -0.0053, 0.0054
Si, 0.003, -0.001, -0.0128
Si, 0.004, 0.0032, -0.0199
Si, -0.008, -0.0097, 0.0407
Si, -0.0043, 0.0056, 0.0012
Si, 0.0052, -0.0073, -0.0097
Si, -0.0027, 0.0037, -0.0025
Si, 0.0086, -0.0077, -0.0021
Si, 0.0053, -0.003, -0.0118
Si, -0.0007, 0.004, 0.0026
Si, -0.0015, 0.0026, 0.0021
Si, -0.0027, 0.0046, -0.0083
Si, 0.1746, -0.1034, 0.0897
Si, -0.1233, 0.1208, -0.059
Si, 0.1627, -0.1065, -0.0099
Si, -0.1611, 0.1007, -0.0251
Si, 0.0274, 0.1991, -0.0776
Si, 0.1545, -0.1639, 0.0396
Si, -0.1276, 0.038, -0.0463
Si, 0.1486, -0.1427, 0.0378
Si, -0.0224, -0.0931, 0.0654
Si, -0.193, 0.1054, -0.0328
Si, -0.202, 0.1245, 0.0029
Si, 0.0534, -0.0258, 0.0326
Si, -0.1574, 0.1399, 0.003
Si, 0.065, -0.0226, 0.0865
Si, 0.0372, -0.0725, 0.0229
Si, -0.0759, 0.181, -0.0367
Si, 0.0016, -0.0027, 0.0073
Si, 0.0193, -0.0116, -0.0028
Si, 0.0042, -0.0072, -0.0018
Si, -0.0316, 0, 0.0055
Si, 0.0099, -0.0231, -0.0008
Si, -0.0058, 0.0089, 0.0195
Si, 0.0032, 0.0238, 0.0063
Si, 0.004, -0.004, 0.0071
Si, -0.0176, -0.0264, -0.0431
Si, 0.0036, -0.0025, -0.0047
Si, -0.0066, 0.003, -0.0375
Si, 0.0168, 0.0061, 0.0185
Si, 0.0001, -0.0026, 0.0049
Si, 0.0259, 0.0088, -0.0499
Si, -0.0158, -0.0142, 0.0158
Si, 0.0113, 0.0019, -0.0483
Si, 0.0131, 0.0044, 0.0096
Si, -0.0404, -0.0196, -0.0075
Si, 0.0003, -0.0071, 0.0124
Si, 0.0151, 0.0295, -0.0078
Si, -0.0246, -0.0148, -0.0088
Si, -0.0095, 0.0059, 0.0022
Si, 0.0217, 0.0385, -0.0027
Si, 0.0023, 0.0164, -0.0154
Si, -0.0104, -0.0092, 0.0138
Si, 0.0116, -0.1206, 0.0487
Si, -0.0069, -0.0037, 0.0179
Si, 0.0116, 0.0076, 0.0168
Si, 0.0009, 0.0077, 0.0148
Si, -0.0125, -0.0197, 0.015
Si, 0.0203, 0.0109, 0.0253
Si, 0.1013, -0.0166, 0.0423
Si, 0.0111, -0.0121, 0.0131
Si, -0.0052, 0.0063, -0.003
Si, -0.0004, -0.0029, 0.0227
Si, 0, -0.0133, 0.0067
Si, -0.009, 0.0102, 0.0144
As, -0.0859, 0.0777, 0.178
Si, 0.0031, -0.0013, -0.0012
As, 0.0356, -0.0035, -0.088
O, -0.024, -0.0002, 0.0127
O, -0.0043, 0.0003, -0.0509
O, -0.0078, 0.0317, -0.2729
O, -0.0021, -0.0016, -0.0102
O, 0.0041, -0.0023, -0.0108
O, 0.0307, -0.0238, 0.0304
O, 0.0099, 0.0038, 0.052
O, 0.0036, 0.0069, 0.0127
O, -0.0005, -0.0013, -0.0032
O, 0.0012, 0.0001, -0.0025
O, -0.0012, 0.0048, -0.0077
O, 0.0013, -0.0003, -0.0004
O, 0.0013, -0.0009, 0.0047
O, -0.0014, 0, -0.0047
O, 0.0009, -0.002, 0.0017
O, 0.0033, -0.003, 0.0008
Si, -0.0022, -0.0075, -0.0084
Si, -0.0165, -0.02, 0.0065
Si, 0.0135, -0.0062, -0.0125
Si, 0.0003, 0.0253, -0.023
Si, 0.0026, -0.0018, -0.0005
Si, 0.0132, 0.0236, -0.0436
Si, 0.0025, -0.0035, -0.0113
Si, 0.006, -0.0029, -0.007
Si, 0.0031, -0.0091, -0.0095
Si, -0.0011, -0.0036, 0.0003
Si, -0.0015, -0.0041, -0.0087
Si, 0.0186, -0.0067, 0.0041
Si, 0.0029, -0.0034, -0.0014
Si, 0.0013, 0.0011, -0.0007
Si, 0.005, -0.0059, -0.0124
Si, 0.001, -0.0045, 0.0006
Si, 0.0109, -0.0043, -0.0043
Si, -0.001, -0.0013, 0.002
Si, 0.0018, -0.002, -0.0049
Si, 0.0092, -0.0019, -0.0169
Si, -0.0027, -0.0002, -0.0091
Si, 0.0044, -0.0013, -0.0058
Si, 0.0009, -0.0016, -0.0058
Si, 0.0091, -0.0047, -0.0201
Si, -0.0038, -0.0026, -0.0067
Si, 0.0011, -0.0013, -0.0055
Si, -0.0005, 0.0006, -0.0052
Si, 0.0031, -0.0005, -0.0061
Si, 0.0348, -0.0751, -0.0313
Si, 0.0244, -0.0084, -0.0276
Si, 0.0065, -0.0002, -0.027
Si, 0.0018, -0.0008, -0.0035
Si, 0.0004, -0.0049, -0.0117
Si, 0.0005, -0.0044, -0.0011
Si, 0.0079, -0.0066, -0.0093
Si, 0.0059, -0.006, -0.006
Si, -0.0277, 0.0186, 0.0756
O, 0.0035, -0.0033, -0.0017
O, 0.0025, 0.0006, 0.006
O, 0.0002, -0.0029, 0.0002
O, 0.002, -0.003, 0.0078
O, -0.0103, -0.0008, 0.0276
O, 0.0243, -0.025, -0.0182
O, 0.0229, 0.0301, 0.029
O, 0.0087, 0.001, 0.0109
O, -0.0424, -0.0321, 0.0486
O, 0.0002, 0.0007, 0.005
O, 0.0044, -0.0056, 0.0092
O, -0.0006, -0.0015, 0.0015
O, 0.0002, -0.0055, 0.0025
O, 0.0015, -0.0017, 0.0051
O, 0.0025, -0.0023, 0.0023
O, -0.0326, -0.0323, 0.0359
O, -0.0029, 0.0003, 0.0052
O, -0.0001, -0.0034, 0.0019
O, 0.0116, -0.0079, 0.0078
O, 0.0016, 0.0021, 0.005
O, 0.0024, -0.0013, 0.0027
O, 0.0044, -0.0021, 0.0038
O, 0.0079, -0.0039, 0.0027
O, 0.0013, -0.0012, 0.0006
O, 0.0024, -0.0021, 0.001
O, 0.0015, -0.0024, 0.0029
O, -0.0021, 0.0021, 0.003
O, 0.0033, -0.0041, 0.0013
O, -0.003, -0.0111, -0.011
O, 0.0059, 0.0107, -0.0028
O, -0.0076, 0.0068, -0.0084
O, 0.0013, -0.0024, 0.0031
O, 0.0016, 0.0003, -0.004
O, 0.0005, -0.0032, 0.0019
O, 0.011, 0.0014, -0.0119
O, -0.0024, -0.0205, -0.0199
O, -0.0096, -0.0047, 0.0178
O, 0.0247, 0.0417, -0.0027
O, 0.0025, -0.0036, 0.002
O, -0.0081, -0.0114, 0.0021
O, -0.0729, 0.0705, 0.0089
O, -0.0007, -0.0015, 0.006
O, -0.0067, -0.0135, -0.0063
O, 0.0069, -0.0007, -0.0018
O, 0.009, 0.0053, 0.0127
O, 0.0019, -0.0003, 0.0001
O, 0.0058, 0.0001, 0.0046
O, 0.012, 0.0158, 0.0044
O, 0.0026, -0.0024, 0.0042
O, 0.001, -0.0008, 0.0006
O, 0.0015, -0.005, 0.0055
O, 0.0013, -0.0002, 0.0032
O, 0.0017, -0.0022, 0.0011
O, -0.0083, -0.0118, 0.0042
O, 0.0008, -0.0006, -0.0049
O, 0.0021, -0.0003, 0.0045
O, 0.0036, -0.0003, 0.0001
O, 0.0043, -0.003, 0.0015
O, -0.0326, 0.0032, 0.0047
O, 0.0292, 0.0149, -0.0138
O, 0.0021, -0.002, 0.0018
O, -0.0037, -0.0009, 0.0001
O, -0.0057, 0.0015, 0.0241
O, 0.0002, -0.0031, 0.0031
O, 0.0017, -0.0004, -0.0009
O, -0.0017, 0.0008, -0.0023

The program warned: the cutoff lies below the one the program advises for these potential files; the forces do not sum to zero within the program's tolerance; the exchange-correlation potential is rough where the density is thin.
